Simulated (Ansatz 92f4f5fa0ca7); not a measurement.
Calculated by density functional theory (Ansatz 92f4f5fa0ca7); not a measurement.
Periodic cell of 212 atoms, Si132O80, from a study of silicon, its oxide and their interface. The atomic structure is a simulated model.
Doubt: the cutoff is far below the 930 eV that the study's wrapper takes by default for these files, so forces and energies are approximate.
This geometry differs little from another in the collection (a relaxation step or a small displacement).

Settings
functional: PBE
potential files: Ansatz PAW
basis: plane waves
wave-function cutoff: 580 eV
density cutoff ratio: 5
exchange-correlation grid ratio: 1
k mesh: 1 x 1 x 1, Gamma-centred
self-consistency stop: 5e-08 eV per atom in the density residual
occupations: fixed
spin: none
net charge: 0

Cell vectors (angstrom)
a  10.938  0  0
b  0  10.938  0
c  0  0  31.7373

Atoms: element, x, y, z (angstrom)
Si  -0.3855  0.362  24.3443
Si  6.1861  -0.5593  24.3245
Si  2.1399  3.3203  24.3957
Si  8.6299  2.094  24.3118
Si  0.489  5.0942  24.2401
Si  4.7572  6.1224  24.3143
Si  3.0472  7.9323  24.4603
Si  7.7731  8.5405  24.3127
Si  1.2855  1.4632  25.6162
Si  6.9337  1.2444  25.7061
Si  4.0368  4.1829  25.5261
Si  9.564  4.0635  25.386
Si  1.3745  6.7966  25.6486
Si  6.7076  6.848  25.5392
Si  4.2156  9.6379  25.5471
Si  9.532  9.5472  25.5671
Si  2.74  0.0417  26.8889
Si  8.2607  -0.0755  27.0574
Si  -0.0717  2.7977  26.9745
Si  5.4638  2.744  26.88
Si  2.7387  5.4613  27.0208
Si  8.1768  5.4485  26.8323
Si  -0.0134  8.2  26.9261
Si  5.4613  8.2306  26.9927
Si  4.1018  1.3673  28.319
Si  9.5708  1.3673  28.319
Si  1.3673  4.1018  28.319
Si  6.8362  4.1018  28.319
Si  4.1018  6.8362  28.319
Si  9.5708  6.8362  28.319
Si  1.3673  9.5708  28.319
Si  6.8362  9.5708  28.319
Si  0  0  29.6863
Si  5.469  0  29.6863
Si  2.7345  2.7345  29.6863
Si  8.2035  2.7345  29.6863
Si  0  5.469  29.6863
Si  5.469  5.469  29.6863
Si  2.7345  8.2035  29.6863
Si  8.2035  8.2035  29.6863
Si  1.3673  1.3673  31.0535
Si  6.8362  1.3673  31.0535
Si  4.1018  4.1018  31.0535
Si  9.5708  4.1018  31.0535
Si  1.3673  6.8362  31.0535
Si  6.8362  6.8362  31.0535
Si  4.1018  9.5708  31.0535
Si  9.5708  9.5708  31.0535
Si  2.7345  0  0.6835
Si  8.2035  0  0.6835
Si  0  2.7345  0.6835
Si  5.469  2.7345  0.6835
Si  2.7345  5.469  0.6835
Si  8.2035  5.469  0.6835
Si  0  8.2035  0.6835
Si  5.469  8.2035  0.6835
Si  4.1018  1.3673  2.0507
Si  9.5708  1.3673  2.0507
Si  1.3673  4.1018  2.0507
Si  6.8362  4.1018  2.0507
Si  4.1018  6.8362  2.0507
Si  9.5708  6.8362  2.0507
Si  1.3673  9.5708  2.0507
Si  6.8362  9.5708  2.0507
Si  0  0  3.418
Si  5.469  0  3.418
Si  2.7345  2.7345  3.418
Si  8.2035  2.7345  3.418
Si  0  5.469  3.418
Si  5.469  5.469  3.418
Si  2.7345  8.2035  3.418
Si  8.2035  8.2035  3.418
Si  1.3995  1.3423  4.7529
Si  6.7796  1.3826  4.8467
Si  4.1225  4.098  4.7471
Si  9.5479  4.1123  4.806
Si  1.3923  6.8605  4.8579
Si  6.8288  6.8193  4.7279
Si  4.0909  9.5929  4.9132
Si  9.642  9.5035  4.6877
Si  2.6602  0.0709  6.3395
Si  8.2586  -0.0922  5.9626
Si  0.0373  2.7325  6.0664
Si  5.3606  2.7686  6.2666
Si  2.8462  5.4951  6.1514
Si  8.1189  5.4557  6.1516
Si  -0.0009  8.2393  6.2358
Si  5.5316  8.1288  6.1804
Si  3.445  1.998  7.5591
Si  9.9911  0.9021  7.1601
Si  1.7484  3.793  7.3057
Si  6.4352  4.4683  7.533
Si  4.6875  6.3061  7.4624
Si  9.2405  7.0862  7.4074
Si  0.7407  10.1497  7.5051
Si  7.4533  9.0315  7.2406
O  0.7742  9.9911  9.1935
O  1.1928  4.6107  8.6582
O  5.1915  -1.282  10.5812
O  6.9451  9.8936  8.5785
O  3.6407  1.7263  9.2102
O  4.5486  6.7318  9.1525
O  6.521  5.159  9.3775
O  9.8901  6.2265  8.7225
O  2.4464  2.9284  22.7938
O  6.3062  10.8617  22.6944
O  7.6882  2.2814  22.9182
O  0.3613  5.613  22.6587
O  2.3242  8.6342  23.1026
O  8.1889  8.0282  22.7802
O  4.9213  5.8238  22.701
O  11.3148  10.5881  23.0115
Si  0.3452  3.7033  14.8926
Si  6.8467  11.2499  14.0546
Si  4.0196  2.1501  10.7359
Si  3.3999  1.7161  22.281
Si  1.8836  10.1084  22.5582
Si  4.7516  10.2988  12.0179
Si  13.3721  11.2048  19.8611
Si  6.3905  13.4711  17.0275
Si  9.7125  3.4455  19.6681
Si  2.7591  17.5691  19.3942
Si  -1.4516  13.3257  16.8918
Si  1.6016  8.639  15.6419
Si  1.0636  6.3377  12.167
Si  10.4549  11.606  19.0338
Si  9.5548  6.1334  14.0063
Si  5.4313  14.1753  14.3827
Si  11.0277  5.8843  21.0681
Si  6.4055  12.437  22.242
Si  -1.0236  2.0896  9.9734
Si  5.3794  5.7533  21.1543
Si  5.8599  6.5071  10.112
Si  6.9984  16.1412  12.5091
Si  2.5833  14.6631  12.9273
Si  11.4952  10.7692  10.6257
Si  8.7639  11.0946  11.7993
Si  13.0877  9.1068  12.5823
Si  6.73  3.263  20.0156
Si  8.5904  9.2724  18.8543
Si  8.1556  7.4402  21.2577
Si  6.8155  3.6223  10.1133
Si  6.7058  -1.5766  10.0786
Si  6.3222  10.4809  17.0225
Si  -0.1457  5.0736  9.4671
Si  -0.9126  7.5648  16.6708
Si  1.4902  5.8714  16.8034
Si  3.6028  9.3611  17.8113
O  8.3436  11.2879  13.3696
O  7.7085  -0.8202  11.0709
O  10.1741  10.3353  11.5016
O  2.4423  5.6235  18.116
O  9.6148  6.7303  20.9487
O  4.936  2.1148  22.6721
O  9.7465  3.553  18.0244
O  -4.0035  10.4944  15.4991
O  3.0982  8.0736  18.6848
O  0.4551  12.4022  10.3855
O  6.8175  17.4586  21.0193
O  6.132  1.7892  14.0631
O  1.4139  6.6157  20.3744
O  3.5283  10.6378  18.8161
O  9.2224  17.929  15.359
O  6.928  -3.204  10.0446
O  14.0779  12.4389  20.6788
O  13.8132  14.0348  11.439
O  -1.0092  3.6962  9.7439
O  5.9449  -0.6172  13.0968
O  10.8363  17.717  13.233
O  4.1236  6.2533  20.2186
O  -3.0163  13.3685  16.4202
O  2.0669  7.0612  15.8111
O  5.8173  6.0596  11.6947
O  4.1996  0.859  11.712
O  6.5891  1.7417  20.63
O  8.2112  17.0734  13.0731
O  1.1391  11.6533  18.9923
O  0.0047  17.301  17.3109
O  7.6385  4.1189  11.4411
O  5.453  14.3294  16.0063
O  2.9811  11.2483  23.0525
O  10.8152  4.4451  20.3101
O  9.0048  8.0867  17.8081
O  7.9337  8.6386  20.1858
O  12.7313  18.6735  11.7799
O  6.3954  3.3103  18.4372
O  1.3421  15.4474  15.9199
O  2.2101  16.2571  12.7609
O  7.4972  10.2091  18.1071
O  5.6508  4.2014  20.7669
O  2.6248  9.5608  16.513
O  -5.1926  11.9906  17.2549
O  9.423  1.2371  8.6817
O  11.0173  8.7899  16.2279
O  10.5223  13.4308  15.6509
O  3.9047  14.3543  13.8416
O  -0.9437  1.87  20.0608
O  7.1905  3.0973  8.6301
O  9.838  11.888  17.5553
O  -1.0639  10.1355  19.4069
O  1.2653  14.0229  13.6824
O  12.8826  10.0601  20.9283
O  10.0314  15.5513  14.356
O  1.5511  9.1255  14.0933
O  0.3271  5.6703  10.8963
O  8.2395  3.8466  20.2367
O  3.7477  9.2519  12.7277
O  -5.7939  9.3572  17.2428
O  5.4446  2.9676  10.7043
O  1.7496  10.3831  11.6496
O  6.3205  4.4462  13.7603
O  8.8323  1.6682  11.1452

Results
free energy: -129408.757 eV
free energy less fixed offsets of O -568.88, Si -635.61 eV per atom: 2.163 eV

Forces (eV/angstrom), in the order of the atoms: element, x, y, z
Si  0.0252  -0.017  -0.0011
Si  -0.0173  0.029  -0.0062
Si  0.013  -0.0198  0.0045
Si  -0.0217  0.0152  0.0005
Si  -0.0147  0.0254  -0.0124
Si  0.0416  -0.0197  -0.0097
Si  -0.0318  0.0197  -0.0038
Si  0.0179  -0.0328  -0.0039
Si  0.0011  0.003  -0.0081
Si  -0.0001  0.0014  -0.0081
Si  -0.007  0.0003  -0.0127
Si  0.0042  -0.005  -0.0005
Si  0.0011  0.0042  -0.001
Si  -0.0064  0.0007  -0.0104
Si  0.0096  0.001  -0.0053
Si  -0.0053  0.0037  -0.0044
Si  -0.0071  -0.0028  0.0059
Si  0.0017  -0.0031  0.008
Si  0.0004  -0.0012  0.0004
Si  0.0014  0.0016  0.007
Si  0.0026  -0.0026  0.0073
Si  0.0004  0.0028  0.0005
Si  0.0008  -0.001  0.0006
Si  0.0026  0.0047  0.0021
Si  -0.0129  0.1903  -0.3948
Si  0.074  0.148  0.4751
Si  -0.2337  -0.0017  0.3756
Si  0.0442  -0.048  -0.5778
Si  0.015  0.1666  0.3877
Si  -0.2696  -0.2063  -0.5464
Si  0.1481  0.0932  -0.481
Si  -0.0076  -0.2845  0.7212
Si  0.0751  0.1839  0.0138
Si  0.1068  -0.0424  -0.0115
Si  -0.0929  -0.015  0.0041
Si  -0.0076  -0.1341  0.0115
Si  0.0645  -0.0753  0.0108
Si  0.0046  0.1014  -0.0044
Si  0.0583  -0.0482  0.023
Si  -0.1851  -0.0366  0.0495
Si  0.0635  -0.0856  0.025
Si  -0.0532  0.0656  -0.0214
Si  0.0066  -0.0128  -0.0085
Si  -0.0523  0.0483  -0.0365
Si  -0.0747  0.0531  -0.0179
Si  0.0898  -0.0389  0.0305
Si  -0.042  0.0749  -0.0277
Si  0.0285  -0.0622  -0.0199
Si  0.0256  -0.0363  0.0195
Si  -0.0312  0.0307  -0.0053
Si  -0.0325  0.0406  -0.0095
Si  0.0529  -0.0606  0.034
Si  -0.0302  0.0527  -0.0009
Si  0.037  -0.0812  0.0201
Si  0.0496  -0.0192  0.039
Si  -0.0252  0.0046  -0.0106
Si  -0.0439  0.0233  -0.0382
Si  -0.0136  -0.074  0.0452
Si  0.0173  -0.0685  0.026
Si  -0.0322  0.0585  -0.0573
Si  0.0597  -0.0347  0.0279
Si  -0.0902  0.0321  -0.0732
Si  0.0269  0.1441  -0.0642
Si  0.0464  -0.0459  0.0319
Si  0.4047  -0.0852  -0.5297
Si  -0.2525  0.023  0.5398
Si  0.1273  -0.0191  -0.2768
Si  -0.2984  -0.0588  0.3856
Si  0.0532  0.225  0.4819
Si  0.0523  -0.1763  -0.5362
Si  0.0634  0.2796  0.6136
Si  0.0551  -0.3109  -0.5349
Si  -0.0099  -0.0068  -0.0295
Si  -0.0095  -0.002  -0.0145
Si  0.0138  -0.0142  -0.0093
Si  -0.0091  -0.0036  -0.0095
Si  -0.0051  -0.0038  -0.0077
Si  0.0053  -0.005  -0.0283
Si  -0.0072  0.0033  -0.0094
Si  -0.0053  0.0085  -0.0384
Si  -0.0042  -0.0029  0.0052
Si  -0.0041  -0.0192  0.0353
Si  0.0161  0.003  0.0355
Si  -0.0617  -0.0184  -0.0338
Si  0.0192  -0.0098  0.0138
Si  -0.0252  0.0006  0.0239
Si  0.0044  0.0176  0.0089
Si  0.0007  -0.0398  0.0263
Si  0.0665  -0.0094  0.029
Si  -0.0612  -0.0325  0.0135
Si  -0.0194  0.0139  -0.0206
Si  0.3997  -0.5793  0.1441
Si  0.0083  -0.0125  0.0245
Si  -0.0185  -0.0196  -0.0036
Si  0.0327  -0.0082  -0.0142
Si  0.0137  0.0439  -0.0256
O  -0.0092  0.0136  0.0167
O  -0.0756  -0.0169  0.0369
O  0.0004  -0.0083  0.0013
O  -0.0066  -0.0217  0.0723
O  -0.0396  0.0083  -0.014
O  0.0438  -0.0184  0.0119
O  0.0111  0.3151  0.3413
O  0.0116  -0.0433  0.0315
O  -0.0012  0.0013  0.0048
O  0.0033  -0.0116  0.011
O  0.0023  -0.0016  0.0025
O  0.0073  -0.0108  0.0158
O  0.005  -0.0046  0.0042
O  -0.0046  0.0089  0.0093
O  -0.01  0.009  0.0088
O  0.0024  0.0013  0.0031
Si  0.0062  0.0029  0.0088
Si  -0.014  0.0007  0.0038
Si  0.0799  -0.0007  0.0074
Si  -0.0084  0.0025  -0.0116
Si  -0.0044  0.0022  -0.0068
Si  -0.0158  0.0174  -0.0069
Si  -0.0054  0.0023  -0.0157
Si  0.004  0.0055  0.0069
Si  -0.0067  -0.0046  -0.0026
Si  0.0033  -0.0007  -0.0087
Si  0.0029  -0.0002  0.0033
Si  0.0027  0.0032  0.0033
Si  0.0098  0.0037  -0.0205
Si  0.0063  0.0009  -0.0013
Si  0.0078  -0.0079  0.0045
Si  -0.0049  -0.0137  -0.007
Si  0.003  -0.003  -0.0076
Si  0.0097  0.0012  -0.0069
Si  0.1333  -0.1041  -0.0251
Si  0  -0.0048  -0.0022
Si  -0.0221  -0.0064  -0.0425
Si  0.006  -0.0175  0.0309
Si  0.0159  -0.0096  -0.0205
Si  0.0064  -0.0386  0.0009
Si  -0.0128  -0.0818  0.0388
Si  0.0134  -0.0061  -0.0017
Si  0.0069  0.0098  -0.0065
Si  0.0054  0.0063  -0.0044
Si  -0.004  0.0035  -0.01
Si  -0.5349  0.4875  -0.1725
Si  0.0033  0.0033  -0.0361
Si  -0.0017  0.0006  -0.0028
Si  0.0392  0.0168  0.0501
Si  0.0048  0.0048  0.0048
Si  0.0015  0.0048  0.0034
Si  -0.0027  -0.0004  0.0004
O  0.0105  0.0088  -0.0163
O  -0.0126  -0.0011  -0.027
O  -0.0009  0.0246  -0.0026
O  -0.0027  0.0015  -0.0008
O  -0.001  0.003  0.0056
O  -0.0001  0.0021  0.0042
O  -0.0005  0.0004  -0.0026
O  0.0008  -0.0011  0.0022
O  0.0022  0.0027  0.0012
O  -0.0161  0.0344  -0.0216
O  0.003  0.0053  0.0063
O  0.001  0.0082  0.006
O  -0.0029  0.0037  0.0069
O  -0.0003  0.0022  0.005
O  -0.0024  -0.0097  -0.017
O  -0.0039  0.0259  -0.0039
O  0.0058  0.0036  0.0089
O  0.0194  -0.0132  0.0204
O  0.031  -0.0328  0.0182
O  0.0071  0.0028  0.0041
O  -0.004  -0.0053  -0.0073
O  0.0038  0.0011  0.0053
O  0.0027  0.0015  0.0009
O  -0.0008  -0.0008  -0.0013
O  0.0411  -0.0366  0.0223
O  0.0034  0.0408  -0.0352
O  -0.0032  -0.0032  0.0074
O  -0.0132  -0.0151  -0.0036
O  0.0017  0.0006  0.0033
O  0.0003  -0.0015  -0.0043
O  -0.0107  -0.035  -0.1077
O  0.0005  0.001  -0.0087
O  0.0057  0.0024  0.0039
O  0.0036  0.0032  0.0021
O  -0.002  -0.0008  0.004
O  0.002  0.0025  0.0055
O  -0.0116  -0.0042  0.0152
O  0.0024  -0.0027  -0.0028
O  -0.0024  -0.0011  -0.0031
O  -0.0184  0.0078  -0.0103
O  0.0011  -0.001  -0.0003
O  0.0003  -0.0035  0.0047
O  -0.0045  -0.0022  -0.0056
O  0.0015  -0.0011  0.0005
O  0.0072  0.2069  0.0585
O  0.0084  -0.0015  0.0001
O  -0.0004  0.0019  -0.0027
O  -0.0003  0.0069  0.0017
O  0.0015  0.0009  -0.0013
O  -0.0341  0.021  -0.2624
O  -0.0027  0.0041  -0.0027
O  -0.0025  0.0033  0.0004
O  0.0016  0.0008  -0.0052
O  -0.0013  -0.0024  0.01
O  -0.013  0.0177  -0.004
O  -0.0019  0.0025  -0.0062
O  -0.0145  -0.0377  -0.093
O  0.0007  -0.0017  -0.0011
O  -0.0062  0.009  -0.0099
O  0.005  0.0006  -0.002
O  -0.003  -0.0393  0.0576
O  -0.006  0.0007  0.0016
O  0.0168  0.0143  -0.0213
O  0.0097  0.0773  -0.0959

The program warned: the cutoff lies below the one the program advises for these potential files; the forces do not sum to zero within the program's tolerance; the exchange-correlation potential is rough where the density is thin.
